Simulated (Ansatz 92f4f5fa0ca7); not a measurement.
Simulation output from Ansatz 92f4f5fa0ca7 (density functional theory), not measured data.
Periodic cell of 130 atoms, Si86O44, from a study of silicon, its oxide and their interface. The atomic structure is a simulated model.

Settings
functional: r2SCAN
potential files: Ansatz norm-conserving
basis: plane waves
wave-function cutoff: 1300 eV
density cutoff ratio: 4
exchange-correlation grid ratio: 1
k mesh: 2 x 2 x 1, shifted by 0.5 0.5 0.5 of a step
self-consistency stop: 5e-08 eV per atom in the density residual
occupations: Fermi-Dirac, 0.05 eV
spin: none
net charge: 0

Cell vectors (angstrom)
a  10.88  0  0
b  0  10.88  0
c  0  0  20.0443

Atoms and the computed forces on them: element, x, y, z (angstrom), force x, y, z (eV/angstrom)
Si  0.8762  -0.7824  -0.3534  0.8458  0.5305  0.5455
Si  3.5425  2.3894  -0.1697  1.0681  -1.8536  -3.5693
Si  -0.1137  6.0346  0.3983  -0.5516  -1.505  0.256
Si  3.0489  7.9528  0.3204  -1.6016  1.3487  0.87
Si  5.4071  -0.1597  0.1482  -0.5405  3.9017  2.0666
Si  8.0696  2.4935  0.2599  -0.703  -0.0946  0.1095
Si  5.3147  5.8414  -0.2076  -0.336  0.2467  -0.3824
Si  8.6453  8.1197  0.3937  1.9686  -0.5835  -1.046
Si  1.8877  1.0873  1.0342  -1.5811  0.2798  -0.9202
Si  4.2629  4.2117  1.2534  1.4388  -1.0315  -1.9658
Si  1.5512  6.9128  1.9196  -0.8655  0.5853  -1.6385
Si  4.1618  9.5938  1.753  0.9154  -2.5665  -1.9034
Si  6.7437  1.2073  1.7144  -0.5994  0.1957  -1.38
Si  9.4613  4.0596  1.5207  0.5592  1.2722  -1.2227
Si  6.8941  7.014  1.2063  -0.1605  -1.9809  -0.4278
Si  10.0516  9.6707  1.3031  -1.0772  0.0533  -0.0826
Si  0.0544  2.6033  2.4942  1.1289  -0.2652  0.6155
Si  2.7261  -0.0034  2.8497  -0.8938  0.5962  1.5611
Si  -0.0225  8.4205  2.8778  1.3427  -1.2377  1.7341
Si  3.1244  5.444  2.6925  -2.2788  -0.4435  1.5654
Si  5.5549  2.8636  2.7671  -1.0426  -0.4789  0.7205
Si  8.223  -0.2354  2.5332  2.1812  1.366  1.6916
Si  5.6663  7.9811  2.7117  -1.3383  2.4886  2.2403
Si  8.123  5.7489  2.8574  0.44  -1.4182  -0.263
Si  1.5594  3.9828  3.8747  -1.0422  1.1787  -2.0534
Si  3.9391  1.5591  4.1255  0.9071  -0.3942  0.6104
Si  1.1412  9.6674  4.3552  1.7436  0.0358  0.4498
Si  4.2368  6.7963  4.1746  0.5866  -0.6775  0.6642
Si  6.9083  4.149  4.1503  -0.6945  0.6731  0.4934
Si  9.4693  1.4248  4.0104  0.6615  -2.0799  0.1409
Si  6.9374  9.5433  4.0915  -0.6759  -1.2168  0.7521
Si  9.6521  6.9915  4.2693  -1.1803  -0.5258  -0.3513
Si  -0.1515  0.0972  5.8465  -1.0246  0.1028  -1.7766
Si  2.4855  2.9058  5.4846  0.6666  -2.8982  2.0923
Si  0.107  5.2521  5.1665  -1.2277  0.0826  0.5019
Si  2.6059  7.9749  5.4513  -0.8161  0.2097  -1.072
Si  5.2954  -0.0773  5.5047  0.2685  1.0439  -0.7746
Si  8.0193  2.5459  5.4243  0.3915  0.7101  0.1135
Si  5.394  5.2075  5.7178  -0.5043  0.6282  -1.2029
Si  8.0452  8.1166  5.6924  -0.0668  -0.0003  -0.751
Si  1.158  1.4725  7.1189  1.6391  -0.2365  -1.1923
Si  3.8022  3.9624  7.022  1.6217  0.4507  -0.1685
Si  1.1215  6.6108  6.7145  2.0027  1.0385  1.4861
Si  3.8854  9.3428  6.6942  -0.3525  0.8572  1.7425
Si  6.5534  1.4077  6.9315  0.4659  -0.9456  -0.8166
Si  9.5491  3.9196  6.5721  -0.3681  0.3579  2.024
Si  6.5703  6.7337  6.9627  0.667  0.1732  1.381
Si  9.3232  9.4592  7.0593  -0.7185  2.18  -0.1114
Si  0.0433  2.6632  8.614  -0.8584  1.57  -1.5569
Si  2.5149  -0.0464  8.2965  0.9168  -0.0309  -0.4252
Si  0.2145  8.5096  8.0217  -0.3382  -3.0258  0.1021
Si  2.7437  5.4334  8.4181  -3.1228  -1.0658  -1.1063
Si  5.3225  2.7259  8.3822  -0.7629  0.7227  -1.0165
Si  7.8944  0.1917  8.4169  0.6074  -0.1091  -1.8884
Si  4.9398  8.109  8.383  1.4296  0.6161  -1.7043
Si  8.1867  5.3937  8.3022  1.1372  0.2974  -2.9217
Si  1.2689  4.0944  9.9264  1.539  0.1204  0.9349
Si  4.0714  1.2443  9.5942  -0.3739  -0.9178  1.6623
Si  1.0736  9.6355  9.7871  0.8922  -0.0386  1.0023
Si  3.8038  6.7492  9.805  0.8892  1.3223  2.3507
Si  6.6707  4.2465  9.5057  -0.0024  -0.071  -0.0021
Si  9.3167  1.5618  9.6808  -1.4355  -0.918  0.7546
Si  6.4926  9.5293  9.3983  -0.0365  0.5488  1.2069
Si  9.8106  6.8281  9.2413  -1.6682  -0.2881  0.2359
Si  -1.1243  -0.5512  10.8298  0.6617  0.0203  -1.3852
Si  2.5391  2.0754  11.2827  0.9878  1.6082  -0.2634
Si  -0.0122  5.7656  11.0451  -0.3814  -0.0163  1.0093
Si  2.2833  7.9897  11.262  0.0051  1.1965  0.1979
Si  5.8522  0.2945  11.0868  -0.401  -0.0814  -0.0094
Si  7.7269  2.8766  10.9806  1.2481  0.7469  1.9328
Si  5.8003  5.9345  10.8134  1.2281  1.6488  -0.1888
Si  7.9884  8.0169  10.2146  0.7029  -0.4313  2.0977
Si  6.8959  4.8288  13.3699  -1.224  -3.325  -1.906
Si  -1.3752  4.0257  16.485  0.0495  1.1493  -0.361
Si  13.2072  9.5599  13.9704  -0.6194  -2.4372  -1.3403
Si  11.0718  12.6436  15.462  -2.1419  -1.6254  0.02
Si  0.4418  7.7453  15.484  0.6372  1.3234  6.7972
Si  0.488  0.604  12.7597  -3.9779  2.3319  -0.5629
Si  7.8453  10.5703  18.6811  0.7237  -1.2805  0.3241
Si  4.3372  0.8154  13.5376  0.3199  0.3305  1.2757
Si  6.9012  4.0963  17.8297  -0.2806  1.7552  -0.8767
Si  9.6173  5.7246  13.9706  -0.1242  1.7234  -0.0668
Si  5.2846  3.1287  15.4752  1.6063  -0.3288  -2.5198
Si  10.0313  -0.623  17.0073  2.8368  -3.4607  1.1021
Si  13.4492  3.112  16.7551  1.7001  -0.2412  -1.22
Si  11.6916  5.3732  17.6198  0.6866  0.6491  2.3014
O  -0.0578  -0.2265  -1.5608  0.1221  -1.0345  -1.4183
O  2.0306  -1.9882  -0.6831  -0.9415  0.6978  0.3286
O  5.1677  1.774  -5.5504  1.6556  0.7939  1.7272
O  3.1665  2.5709  -1.9553  0.751  -0.8522  4.9831
O  -1.3609  6.866  -0.3159  0.1719  0.3525  1.2341
O  0.8931  5.7462  -0.8285  1.5636  -0.057  -0.9716
O  4.0171  6.9212  -0.5001  1.0381  -0.5472  -0.0005
O  4.9269  1.2897  -0.5649  -3.0262  1.1882  1.0985
O  6.2965  -0.7657  -0.9996  1.0098  -0.1651  -1.9592
O  7.478  3.5216  -0.8683  0.4155  -0.4224  0.5262
O  5.9214  5.2765  -1.6483  -0.6578  0.8157  0.5347
O  10.0496  5.2639  -7.5758  1.3359  1.1484  -0.7508
O  8.4286  9.0642  -0.8668  -0.5342  2.6611  -1.886
O  12.7955  8.3987  -4.9824  -1.5917  0.4192  0.1079
O  0.343  1.7825  13.8665  0.0843  -0.1933  0.0736
O  3.0079  -2.2264  12.7173  -1.4737  -0.0288  -1.2945
O  7.0014  7.0979  11.2656  -0.1686  -0.1379  -2.3293
O  3.7926  3.3834  15.7125  -3.3671  0.5897  1.0022
O  7.9747  5.8052  13.9526  1.6082  1.1643  0.379
O  -3.0585  3.5621  12.5422  -1.274  1.2582  -0.1106
O  0.9248  7.0713  11.4482  0.9274  -0.3252  1.0479
O  0.8366  10.0577  13.3684  2.6719  -0.2208  0.4812
O  5.472  -0.034  12.7064  -1.4723  0.3264  -1.2382
O  6.9099  1.5477  11.2671  -1.8604  -2.3365  0.1245
O  5.7865  5.2776  12.2474  -0.3156  -0.8054  2.1408
O  10.2328  8.6794  16.5216  1.8863  1.252  -0.7375
O  9.8355  11.1671  12.1645  1.5503  0.6252  2.6523
O  8.9882  8.9574  11.2469  -0.759  0.1407  -0.8688
O  10.0763  4.735  15.1379  0.2274  0.163  -0.3397
O  0.7959  6.5852  16.6727  -0.5235  3.4362  -2.8129
O  1.0266  1.4984  11.4804  1.0002  -1.7715  0.5522
O  -2.331  10.66  17.1934  -3.9797  0.2959  1.5893
O  10.6035  11.1757  15.919  1.8948  0.5488  -2.159
O  14.1486  10.7732  14.4449  0.5743  -0.882  -0.6629
O  1.6188  1.9688  16.0885  0.6293  1.6919  0.9332
O  6.0454  3.1198  16.9076  -0.2538  -1.3231  -0.7081
O  3.2672  1.8021  12.8199  -0.7795  0.266  -2.6614
O  -0.4714  4.4638  17.7786  -2.0794  -1.8873  -1.6903
O  2.01  4.5669  16.9758  -0.149  -0.3638  0.1947
O  -1.1612  2.4963  16.0285  0.3033  0.7262  0.6601
O  5.8665  4.3744  14.5506  0.8903  -1.3147  0.4762
O  8.0381  4.6689  16.7512  -0.2654  -1.2732  1.2391
O  8.1989  1.166  19.3231  0.8809  -1.8391  -0.6995
O  10.2603  7.2127  14.5266  -2.0482  -2.9253  -4.1321

Results
free energy: -30543.573 eV
free energy less fixed offsets of O -463.61, Si -117.95 eV per atom: -1.033 eV
pressure: -0.78 GPa
stress xx, yy, zz, yz, xz, xy (GPa, positive in tension): -0.05, 0.83, 1.55, 1.03, -1.9, -0.18
